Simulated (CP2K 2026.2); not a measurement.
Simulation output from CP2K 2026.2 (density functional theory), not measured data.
Periodic cell of 504 atoms, Si360O144, from a study of silicon, its oxide and their interface. The atomic structure is a simulated model.
Doubt: the forces sum to 0.85 eV/angstrom along one axis rather than to zero, so they err by at least 0.0017 eV/angstrom per atom on average; the grid cutoff is modest.

Settings
functional: PBE
method: Gaussian and plane waves
basis set: DZVP-MOLOPT-SR-GTH
pseudopotentials: GTH-PBE
grid cutoff: 350 Ry, relative cutoff 50 Ry
k points: Gamma only
occupations: fixed
spin: none
net charge: 0

Cell vectors (angstrom)
a 16.32 0 0
b 0 16.32 0
c -2.1377 0.5872 33.86

Atoms and the computed forces on them: element, x, y, z (angstrom), force x, y, z (eV/angstrom)
Si 1.635 14.69 0.162 -0.042 0.14 0.751
Si 4.349 1.161 0.147 -0.156 0.12 0.75
Si 1.272 4.28 0.052 0.091 -0.298 0.707
Si 4.325 6.465 0.018 -0.012 0.199 0.746
Si 1.113 9.776 0.15 0.028 -0.121 0.753
Si 3.765 12.45 0.165 0.087 -0.067 0.777
Si 6.485 15.172 0.024 0.174 -0.208 0.729
Si 9.653 0.93 0.123 0.069 0.183 0.691
Si 4.495 4.921 33.851 0.105 -0.113 0.747
Si 9.353 7.227 0.224 -0.063 -0.17 0.739
Si 7.045 9.344 0.041 -0.263 0.141 0.764
Si 7.587 12.558 33.791 -0.207 0.305 0.749
Si 9.868 15.805 33.853 0.066 -0.205 0.765
Si 14.627 1.59 0.113 0.221 -0.04 0.798
Si 10.241 4.35 33.794 -0.178 0.164 0.766
Si 13.098 7.001 33.789 -0.205 0.294 0.734
Si 12.134 9.907 0.089 0.158 -0.265 0.637
Si 15.31 12.071 0.177 -0.174 0.082 0.752
Si 2.767 16.307 1.418 0.023 0.01 -0.024
Si 5.526 2.751 1.379 0.02 0.032 -0.034
Si 2.786 5.401 1.425 -0.006 0.01 -0.037
Si 5.435 8.143 1.279 -0.018 -0.022 -0.044
Si 2.644 10.908 1.503 -0.023 -0.003 -0.036
Si 5.38 13.614 1.393 -0.005 0.012 -0.076
Si 8.127 16.142 1.448 -0.044 0.004 -0.042
Si 10.812 2.645 1.294 0 -0.049 -0.053
Si 8.175 5.51 1.333 -0.012 0.005 -0.055
Si 10.976 8.315 1.443 0.038 0.053 -0.018
Si 8.17 10.916 1.356 0.013 -0.012 -0.064
Si 10.857 13.588 1.264 0.002 0.024 -0.064
Si 13.511 16.34 1.418 -0.008 -0.015 -0.047
Si 0.007 2.713 1.301 -0.018 0 -0.021
Si 13.561 5.381 1.228 -0.035 -0.03 -0.067
Si -0.064 8.113 1.289 -0.016 -0.06 -0.023
Si 13.663 10.978 1.459 0.028 -0.009 -0.02
Si 0.089 13.597 1.525 0.031 0.019 -0.037
Si 1.341 1.353 2.695 0.017 0.014 -0.008
Si 4.111 4.029 2.773 -0.001 -0.025 0.007
Si 1.376 6.825 2.685 -0.015 0.003 0.01
Si 4.086 9.493 2.689 0.004 -0.008 -0.002
Si 1.362 12.239 2.922 0.001 0.002 0.033
Si 4.094 14.97 2.819 -0.012 -0.004 0.033
Si 6.861 1.356 2.732 -0.017 -0.013 0.026
Si 9.513 4.078 2.65 -0.014 0.004 -0.018
Si 6.792 6.827 2.721 0.008 0.037 0.032
Si 9.554 9.622 2.78 0.006 0.03 0.051
Si 6.781 12.246 2.702 -0.01 0 -0.003
Si 9.501 14.824 2.766 0.036 -0.018 0.019
Si 12.158 1.361 2.771 -0.003 0.005 0.023
Si 14.946 4.076 2.672 0.002 0.007 0.036
Si 12.275 6.787 2.656 0.017 -0.008 0.007
Si 14.938 9.462 2.732 0.039 0.021 -0.002
Si 12.246 12.331 2.731 -0.019 0.01 0.024
Si 14.944 14.989 2.726 0.003 -0.004 -0.004
Si -0.011 16.337 4.083 0.017 -0.012 -0.01
Si 2.707 2.688 4.088 0.027 0.008 -0.012
Si -0.002 5.447 4.036 -0.014 -0.01 -0.03
Si 2.724 8.162 4.075 -0.035 -0.007 -0.011
Si -0.036 10.824 4.141 -0.008 0.005 -0.022
Si 2.746 13.618 4.194 0.003 0.002 -0.001
Si 5.47 16.351 4.118 0.003 -0.018 -0.022
Si 8.193 2.735 4.076 -0.001 -0.02 -0.006
Si 5.451 5.445 4.093 0.007 0.017 -0.028
Si 8.175 8.19 4.073 0.004 -0.026 -0.044
Si 5.44 10.86 4.058 0.001 0.013 -0.012
Si 8.135 13.535 4.135 0.021 0.011 0.011
Si 10.829 16.277 4.099 0 0.016 -0.024
Si 13.584 2.728 4.069 0.005 -0.015 -0.037
Si 10.888 5.436 4.012 0.011 -0.001 0.012
Si 13.59 8.121 4.089 -0.002 0.023 0.003
Si 10.908 10.958 4.121 -0.015 -0.002 0.006
Si 13.6 13.647 4.11 -0.023 -0.011 0.006
Si 1.407 14.951 16.308 0.008 -0.012 -0.008
Si 4.056 1.325 16.314 -0.008 -0.014 0.011
Si 1.352 4.065 16.286 -0.003 -0.01 -0.01
Si 4.078 6.818 16.307 0.001 -0.002 0.005
Si 1.344 9.533 16.353 0.004 0 0.003
Si 4.051 12.242 16.326 0.002 -0.004 0.006
Si 6.79 14.945 16.313 0.011 -0.006 0.003
Si 9.525 1.369 16.316 -0.012 0.028 0.009
Si 6.819 4.105 16.289 0 0.015 -0.009
Si 9.535 6.795 16.306 -0.011 0.015 0.012
Si 6.772 9.532 16.272 0.006 0.016 -0.011
Si 9.495 12.246 16.312 0.004 -0.011 0.008
Si 12.252 14.977 16.293 -0.004 0.012 0.001
Si 14.962 1.38 16.301 0.001 -0.023 0.004
Si 12.268 4.081 16.341 0.004 0.002 0.015
Si 14.955 6.791 16.324 0.008 -0.02 0.011
Si 12.251 9.513 16.305 0.002 0.006 -0.004
Si 14.986 12.231 16.348 -0.009 0.01 0.014
Si 2.715 16.293 17.743 0.028 -0.013 -0.004
Si 5.432 2.731 17.577 -0.013 -0.016 0.01
Si 2.668 5.469 17.617 0.02 0.012 0.01
Si 5.47 8.162 17.66 -0.023 0.005 0.003
Si 2.728 10.871 17.722 -0.007 0.028 0.031
Si 5.364 13.647 17.68 0.008 0.016 -0.001
Si 8.19 16.279 17.65 -0.009 -0.008 0.023
Si 10.896 2.718 17.686 0.005 -0.047 0.022
Si 8.182 5.448 17.679 -0.022 -0.006 0.004
Si 10.892 8.159 17.657 -0.007 -0.026 0.039
Si 8.068 10.913 17.644 0.015 -0.011 0.018
Si 10.883 13.619 17.632 -0.025 0.018 0.006
Si 13.595 16.352 17.653 -0.002 0.004 0.018
Si 0.038 2.688 17.671 0 0.013 0.005
Si 13.632 5.433 17.723 0 0.044 0.04
Si -0.046 8.174 17.695 0.023 -0.008 0.002
Si 13.609 10.85 17.685 -0.001 -0.004 0
Si 0.103 13.57 17.669 -0.008 -0.022 0.022
Si 1.378 1.359 19.098 -0.02 0.008 -0.008
Si 4.065 4.111 18.893 0.006 -0.001 -0.032
Si 1.288 6.779 19.022 -0.014 -0.003 -0.01
Si 4.089 9.458 19.041 0.008 -0.021 -0.031
Si 1.415 12.225 19.147 0.014 0.031 -0.044
Si 4.054 14.958 19.168 0.017 -0.01 0.003
Si 6.782 1.349 18.895 -0.025 0.016 -0.033
Si 9.58 4.126 19.036 0.03 -0.004 0.006
Si 6.844 6.833 19.037 0.011 0.034 -0.017
Si 9.445 9.522 18.924 -0.01 0.006 -0.02
Si 6.675 12.275 19.014 0.007 -0.027 -0.034
Si 9.551 14.93 19.059 -0.007 0.029 -0.007
Si 12.178 1.297 19.075 -0.017 -0.001 0.01
Si 15 3.999 19.043 -0.008 0.019 0.013
Si 12.286 6.857 19.067 0.007 -0.015 -0.028
Si 14.94 9.512 19.114 -0.003 -0.016 0.03
Si 12.248 12.264 18.96 -0.007 -0.01 -0.013
Si 15.094 15.042 18.894 0.047 0.009 -0.031
Si 0.005 16.335 20.47 -0.007 -0.01 0.057
Si 2.753 2.811 20.332 -0.028 0.007 0.055
Si -0.039 5.414 20.431 -0.013 -0.005 0.019
Si 2.722 8.054 20.365 0.016 -0.005 0.037
Si 0.051 10.784 20.476 0.017 0.032 0.022
Si 2.743 13.589 20.63 -0.016 -0.017 0.068
Si 5.423 16.45 20.387 -0.005 0.03 0.069
Si 8.214 2.635 20.206 0.024 -0.016 0.016
Si 5.431 5.432 20.255 0.008 -0.015 0.028
Si 8.208 8.175 20.432 0.018 -0.002 0.049
Si 5.369 10.879 20.408 -0.015 0.005 0.031
Si 8.044 13.644 20.336 -0.029 0.003 0.044
Si 10.921 16.191 20.55 0.02 -0.044 0.021
Si 13.599 2.633 20.368 -0.005 0.016 0.023
Si 10.945 5.49 20.432 -0.006 0.01 0.053
Si 13.562 8.243 20.557 -0.047 0.007 0.055
Si 10.736 10.971 20.212 -0.004 -0.025 0.012
Si 13.793 13.599 20.118 0.011 0.011 -0.031
Si 1.097 14.782 21.869 0.344 0.191 -0.702
Si 4.416 1.864 21.664 -0.11 -0.27 -0.73
Si 1.581 4.279 21.731 -0.157 -0.054 -0.713
Si 3.856 6.452 21.659 0.125 0.139 -0.753
Si 1.559 9.499 21.782 -0.182 -0.107 -0.705
Si 3.758 11.82 21.88 0.181 0.244 -0.729
Si 6.984 15.284 21.649 -0.127 -0.078 -0.755
Si 9.238 1.117 21.679 0.296 -0.016 -0.717
Si 6.723 3.901 21.417 0.017 0.089 -0.698
Si 9.931 7.178 21.747 -0.215 -0.117 -0.811
Si 6.983 9.764 21.66 -0.076 -0.212 -0.733
Si 9.14 12.033 21.593 0.096 0.142 -0.703
Si 12.672 14.908 21.636 -0.221 0.036 -0.548
Si 14.648 1.05 21.777 0.127 0.077 -0.736
Si 12.492 4.216 21.679 -0.196 -0.042 -0.764
Si 14.66 6.502 21.771 0.11 0.197 -0.853
Si 11.894 9.61 21.658 0.276 0 -0.672
Si -1.049 12.507 21.587 -0.082 -0.211 -0.785
Si 6.668 12.734 30.749 0.059 -0.036 0.126
Si 5.762 7.851 23.751 -0.013 -0.014 -0.2
Si 8.219 7.523 31.28 -0.014 -0.013 -0.075
Si 2.339 13.183 29.84 -0.02 -0.054 -0.115
Si 2.423 15.405 24.62 0.015 -0.092 -0.133
Si -1.259 7.663 26.569 -0.123 -0.149 -0.054
Si 11.644 11.993 25.992 -0.021 0.006 -0.05
Si 14.489 4.521 25.943 0.159 -0.054 0.051
Si 0.306 7.53 24 0.046 0.015 -0.194
Si 8.647 4.707 31.069 0.024 0.105 0.127
Si 3.854 8.899 25.767 0.109 0.075 0.018
Si 11.488 14.077 31.774 0.019 0.017 0.048
Si 9.102 10.301 28.832 0.002 -0.005 -0.044
Si 10.527 7.825 29.32 -0.152 -0.03 0.043
Si -1.948 0.847 31.968 0.092 -0.053 0.088
Si 10.374 14.493 26.629 0.047 -0.044 -0.079
Si 13.678 10.264 27.123 0.082 0.025 -0.074
Si 0.838 8.939 31.838 -0.008 -0.065 0.213
Si 4.573 1.526 29.503 0.001 -0.004 -0.003
Si 7.582 4.558 26.27 -0.021 -0.069 -0.035
Si -0.505 7.38 29.593 -0.119 -0.05 0.008
Si 4.172 1.268 24.643 0.085 0.05 -0.066
Si -0.75 12.922 30.042 0.042 -0.003 -0.051
Si 5.448 2.762 26.933 0.072 -0.068 -0.002
Si -0.189 2.119 26.812 -0.216 -0.015 -0.037
Si 1.843 3.03 29.078 -0.008 0.073 0.037
Si 12.883 12.21 23.254 -0.12 0.052 -0.296
Si 9.346 12.757 24.514 0.04 0.082 -0.047
Si 8.114 5.715 23.634 -0.06 0.041 -0.065
Si 6.081 3.11 31.782 -0.072 0.081 0.164
Si 3.009 11.174 31.809 0.048 0.068 0.174
Si 9.829 4.943 28.386 -0.055 0.038 -0.033
Si -0.815 12.704 26.881 -0.143 0.043 -0.131
Si 10.978 2.41 23.843 0.015 -0.017 -0.067
Si 1.857 6.027 28.673 0.131 0.072 0.021
Si 0.367 3.013 31.836 0.04 0.043 0.102
Si 2.043 13.23 26.639 0.004 0.009 0.067
Si 5.364 15.023 24.248 0.004 0.093 -0.109
Si 13.195 7.849 30.881 -0.078 -0.067 0.045
Si 4.907 5.546 26.843 -0.124 0.019 -0.032
Si 4.513 14.965 30.85 0.005 0.015 0.18
Si 13.659 10.64 30.242 -0.084 0.09 -0.047
Si 13.644 15.233 29.91 -0.05 -0.039 -0.023
Si -0.262 2.923 23.949 -0.046 -0.025 -0.105
Si 6.622 12.757 25.814 0.138 0.058 0.009
Si 14.522 15.654 26.927 0.182 0.039 0.063
Si 8.408 13.02 28.262 0.063 0.024 -0.004
Si 12.072 0.591 25.877 -0.041 0.07 -0.088
Si 2.242 6.4 25.699 0.087 -0.215 -0.005
Si 4.198 8.039 28.518 -0.064 -0.044 0.081
Si 6.458 9.685 29.926 0.011 0.044 -0.171
Si 10.743 11.256 31.186 0.101 -0.051 0.14
Si 11.682 3.416 26.411 -0.024 -0.072 -0.071
Si 4.152 11.642 24.9 -0.004 0.081 -0.228
Si 1.342 14.983 5.476 -0.01 0.01 0.002
Si 4.076 1.359 5.465 -0.012 -0.002 -0.006
Si 1.351 4.084 5.416 -0.015 -0.009 -0.011
Si 4.074 6.795 5.439 0.015 0.003 -0.006
Si 1.37 9.501 5.467 0.008 -0.005 0.001
Si 4.111 12.219 5.474 0.015 -0.006 0.003
Si 6.811 14.961 5.463 -0.001 0.007 -0.003
Si 9.512 1.356 5.451 0.003 -0.008 0.011
Si 6.817 4.083 5.437 -0.012 -0.001 -0.002
Si 9.533 6.798 5.401 0.003 -0.01 -0.004
Si 6.803 9.522 5.441 0.011 0.021 -0.009
Si 9.519 12.236 5.505 0.005 0.005 0.013
Si 12.231 14.979 5.471 -0.004 0.001 0.002
Si 14.949 1.376 5.437 -0.009 0.001 -0.002
Si 12.234 4.095 5.419 0 0.005 -0.005
Si 14.973 6.786 5.437 0.02 0 -0.003
Si 12.239 9.521 5.433 -0.005 -0.002 -0.012
Si 14.93 12.232 5.454 -0.001 -0.014 -0.008
Si 2.715 16.329 6.828 0.005 0.002 0.001
Si 5.443 2.732 6.801 -0.004 0.004 0
Si 2.713 5.433 6.792 -0.007 0.009 0.003
Si 5.438 8.159 6.794 -0.005 -0.007 -0.003
Si 2.726 10.871 6.818 -0.007 -0.003 0.001
Si 5.457 13.596 6.823 0.006 -0.005 -0.005
Si 8.159 16.327 6.822 -0.007 0.003 0.005
Si 10.886 2.724 6.789 0.013 -0.014 0
Si 8.177 5.446 6.785 -0.004 -0.005 0.002
Si 10.876 8.157 6.784 0 0.011 0.002
Si 8.156 10.863 6.829 0.024 0 0.009
Si 10.88 13.615 6.834 -0.021 0.004 0
Si 13.6 16.337 6.812 -0.01 -0.001 0.005
Si -0.004 2.731 6.792 0.007 0.004 -0.002
Si 13.598 5.441 6.792 0.004 -0.005 0.004
Si 0.004 8.141 6.811 0.004 -0.001 0.005
Si 13.585 10.872 6.815 0.002 0.006 -0.003
Si -0.016 13.595 6.807 0.009 0.003 -0.002
Si 1.353 1.377 8.167 0.005 -0.001 0.003
Si 4.08 4.087 8.159 0.002 -0.008 -0.001
Si 1.362 6.785 8.167 -0.004 -0.002 0.004
Si 4.084 9.509 8.168 0.009 0.009 0.006
Si 1.356 12.239 8.161 0.003 0.004 -0.004
Si 4.078 14.955 8.169 -0.012 -0.007 -0.006
Si 6.792 1.368 8.167 -0.004 -0.015 -0.003
Si 9.525 4.082 8.15 0.001 0.006 0
Si 6.806 6.799 8.148 0.004 0.002 0
Si 9.522 9.503 8.17 -0.028 -0.015 0.003
Si 6.811 12.239 8.182 0.003 0.01 0.004
Si 9.522 14.974 8.183 0.028 0.008 0.007
Si 12.238 1.372 8.165 0.016 0.014 0.011
Si 14.955 4.082 8.156 0.004 -0.004 0.005
Si 12.242 6.806 8.148 0 0.002 0.001
Si 14.962 9.515 8.158 0.003 0.012 -0.003
Si 12.233 12.236 8.178 -0.014 -0.008 -0.003
Si 14.952 14.962 8.166 -0.008 -0.007 -0.002
Si -0.002 16.323 9.518 0.006 0 0.002
Si 2.72 2.73 9.524 -0.001 0.003 0
Si -0.004 5.434 9.523 0.005 0.003 0.003
Si 2.721 8.15 9.523 -0.002 -0.003 0.003
Si -0.004 10.877 9.519 -0.007 -0.008 -0.007
Si 2.714 13.598 9.52 0.007 -0.001 -0.002
Si 5.435 16.323 9.523 0.006 0.008 -0.003
Si 8.162 2.727 9.516 0.001 0 0
Si 5.444 5.445 9.516 -0.002 0.003 -0.006
Si 8.156 8.151 9.524 0.009 -0.004 -0.001
Si 5.439 10.876 9.524 -0.004 0.003 0.002
Si 8.169 13.603 9.535 0.004 0.005 -0.001
Si 10.885 16.331 9.533 -0.013 -0.003 -0.003
Si 13.602 2.724 9.521 -0.005 -0.007 0.003
Si 10.882 5.444 9.508 0.003 -0.01 0
Si 13.599 8.162 9.517 0.002 0.005 -0.002
Si 10.875 10.873 9.531 0.002 0.006 0.004
Si 13.595 13.601 9.529 0.004 -0.007 0.004
Si 1.358 14.961 10.877 0.004 -0.003 -0.001
Si 4.076 1.364 10.881 -0.005 -0.004 0
Si 1.359 4.083 10.887 0.003 -0.006 0
Si 4.082 6.797 10.885 0.008 0 0.002
Si 1.355 9.514 10.873 0.005 0.015 0.002
Si 4.073 12.237 10.874 -0.004 -0.001 0.002
Si 6.802 14.966 10.878 0.001 -0.012 -0.001
Si 9.518 1.369 10.882 0.009 0 0.003
Si 6.803 4.085 10.877 0 -0.005 -0.001
Si 9.522 6.796 10.878 -0.012 0 -0.003
Si 6.798 9.518 10.881 0.007 -0.004 -0.005
Si 9.524 12.24 10.893 -0.003 -0.004 0.008
Si 12.241 14.963 10.891 -0.006 0.009 0.003
Si 14.958 1.359 10.88 -0.006 0.006 -0.001
Si 12.24 4.086 10.869 0.006 0.008 -0.003
Si 14.959 6.804 10.875 -0.003 -0.003 0
Si 12.243 9.517 10.886 0.006 -0.003 -0.005
Si 14.957 12.237 10.882 0.003 0.008 0.002
Si 2.718 16.317 12.237 -0.003 0.001 0.007
Si 5.442 2.724 12.236 0.001 -0.004 -0.008
Si 2.72 5.441 12.249 -0.002 0.004 0.003
Si 5.434 8.167 12.242 0.005 0.006 0.003
Si 2.707 10.881 12.228 0.008 -0.007 0
Si 5.441 13.598 12.221 0.007 0.018 -0.008
Si 8.158 16.326 12.24 -0.005 0.003 -0.002
Si 10.887 2.726 12.231 -0.003 0.011 -0.005
Si 8.164 5.441 12.241 0.005 -0.003 0.005
Si 10.881 8.156 12.24 -0.008 -0.003 0.002
Si 8.158 10.876 12.241 -0.009 0.005 0.001
Si 10.883 13.603 12.253 0.01 -0.005 0.002
Si 13.607 16.32 12.249 0.011 -0.006 0.006
Si -0.001 2.717 12.237 0.002 -0.004 -0.001
Si 13.596 5.447 12.227 0 -0.009 -0.003
Si 0 8.157 12.239 0.004 0.006 -0.003
Si 13.601 10.877 12.248 -0.013 -0.004 0.001
Si -0.001 13.599 12.236 -0.007 -0.01 0
Si 1.349 1.347 13.595 0.003 0.005 0
Si 4.081 4.073 13.602 0.017 -0.011 -0.001
Si 1.362 6.807 13.608 0.005 -0.011 0.008
Si 4.06 9.529 13.591 -0.021 0.021 0.001
Si 1.353 12.237 13.594 -0.005 0.015 -0.003
Si 4.091 14.955 13.582 0.018 -0.028 -0.009
Si 6.797 1.365 13.6 -0.007 0.009 0.006
Si 9.533 4.08 13.595 -0.002 -0.009 0
Si 6.803 6.809 13.592 -0.01 0.003 -0.004
Si 9.525 9.521 13.597 0.007 -0.004 -0.002
Si 6.788 12.238 13.585 0.012 -0.014 -0.009
Si 9.516 14.969 13.602 -0.012 0.003 0.005
Si 12.249 1.375 13.595 -0.016 0.004 -0.005
Si 14.959 4.092 13.579 -0.012 0.009 -0.011
Si 12.238 6.793 13.597 0.017 -0.002 -0.007
Si 14.964 9.514 13.604 0.005 0.005 -0.001
Si 12.245 12.24 13.613 0.003 0.007 0.005
Si 14.967 14.952 13.607 0.003 0.005 0.001
Si 0.004 16.307 14.973 -0.008 -0.01 0.005
Si 2.715 2.698 14.947 -0.005 -0.001 -0.003
Si -0.009 5.44 14.95 0.005 0.002 -0.007
Si 2.708 8.183 14.971 0.02 0.017 -0.006
Si 0 10.877 14.964 0.011 0.003 0.007
Si 2.732 13.596 14.932 -0.002 0.007 -0.009
Si 5.439 16.313 14.953 0.001 0.003 0
Si 8.17 2.725 14.948 -0.005 -0.01 -0.008
Si 5.438 5.455 14.946 0.004 -0.012 0.004
Si 8.167 8.164 14.954 -0.003 0 0.006
Si 5.41 10.896 14.942 0.007 0.004 -0.012
Si 8.144 13.595 14.942 -0.011 -0.004 0.001
Si 10.885 16.338 14.947 0.016 -0.002 0.007
Si 13.612 2.743 14.947 0.028 0.014 -0.001
Si 10.895 5.426 14.965 -0.015 -0.005 0.004
Si 13.601 8.146 14.952 -0.019 -0.013 0.004
Si 10.876 10.882 14.967 -0.004 -0.01 0.003
Si 13.619 13.589 14.975 -0.002 -0.001 -0.003
O -1.231 3.387 26.966 -0.091 -0.039 0.565
O -0.242 8.131 25.398 0.133 0.452 0.111
O -1.184 4.154 24.491 -0.362 0.497 -0.159
O 8.705 16.871 33.368 -0.067 0.169 -0.514
O -0.903 12.751 28.47 -0.061 -0.242 0.065
O 7.022 6.876 23.818 -0.113 0.07 0.015
O -0.893 2.034 31.912 -0.273 0.002 0.058
O 0.558 14.153 33.451 -0.079 0.085 -0.575
O 4.337 12.165 23.375 0.144 0.128 0.167
O 3.743 1.582 23.117 -0.719 0.168 -0.077
O 14.45 12.045 22.911 0.213 -0.374 0.722
O 9.486 10.681 30.361 -0.379 -0.101 0.176
O 9.703 14.2 25.172 0.012 0.547 -0.353
O 13.652 16.118 22.225 -0.207 -0.078 0.319
O 10.492 12.838 31.46 -0.394 0.239 0.115
O 1.042 8.673 23.103 -0.107 -0.127 0.288
O 0.013 13.6 22.168 0.049 -0.08 0.31
O 7.038 12.972 32.312 0.031 0.256 -0.18
O -1.521 11.678 30.721 0.213 -0.202 0.37
O 9.69 7.856 30.708 0.453 -0.003 0.157
O 13.712 15.357 28.305 -0.591 0.019 -0.031
O 6.043 8.817 33.509 0.08 0.069 -0.408
O 4.749 16.34 30.043 0.016 -0.092 0.051
O 5.468 16.599 24.608 0.708 0.062 0.106
O 5.217 4.257 32.54 0.1 0.05 -0.373
O 7.538 9.849 28.711 -0.154 -0.116 -0.347
O 6.46 1.924 32.804 -0.538 -0.218 -0.115
O -1.607 6.085 26.34 0.106 -0.103 0.26
O 13.929 10.219 28.711 0.13 -0.368 0.106
O 13.945 16.704 30.494 0.111 0.281 -0.265
O 1.428 15.44 23.339 -0.357 0.413 0.346
O 3.195 11.894 30.366 0.313 -0.09 -0.533
O -0.214 9.726 32.762 0.068 0.142 -0.193
O 10.913 8.411 22.237 0.113 -0.087 0.284
O 11.415 3.273 33.399 -0.032 0.2 -0.216
O 11.703 1.042 24.357 0.376 -0.588 -0.481
O 0.809 3.153 30.31 -0.304 0.244 0.022
O 14.204 11.49 33.514 -0.039 -0.233 -0.492
O -1.992 5.967 33.487 0.017 -0.021 -0.165
O 6.219 11.185 30.496 -0.171 -0.178 0.281
O 12.226 10.784 22.772 0.122 -0.185 0.164
O 0.307 2.155 25.258 0.348 -0.424 -0.102
O 1.244 6.233 24.424 0.187 -0.713 -0.207
O 0.521 6.132 29.57 -0.202 -0.54 0.103
O 2.371 13.337 28.224 0.366 -0.08 -0.086
O 13.032 1.361 32.683 -0.243 -0.296 -0.246
O 12.145 11.199 30.378 -0.015 0.217 -0.321
O 10.966 4.079 27.668 0.282 -0.235 0.38
O -0.782 0.616 27.123 0.211 0.019 0.374
O -0.957 7 23.147 -0.121 0.171 0.404
O 2.587 7.955 25.571 -0.448 0.236 -0.13
O 3.783 14.733 24.016 -0.151 -0.426 -0.436
O 12.566 7.328 32.274 -0.265 0.175 -0.203
O 0.82 13.001 30.38 -0.092 0.097 0.453
O 8.131 16.336 22.179 -0.052 0.077 0.408
O 3.949 9.147 27.358 0.163 0.527 0.006
O 12.705 12.323 24.829 0.415 0.319 0.395
O 12.205 14.685 30.448 -0.349 0.1 -0.542
O 12.226 1.931 26.781 0.442 -0.168 0.699
O -0.108 4.391 32.541 0.346 0.274 -0.385
O 9.276 14.311 27.814 -0.002 0.542 0.263
O 4.367 10.65 32.527 0.301 0.293 -0.304
O 10.621 3.227 25.192 -0.405 0.444 0.241
O -1.187 14.23 26.407 0.225 0.057 -0.376
O 9.686 1.983 22.99 -0.351 0.402 0.462
O 12.645 13.487 32.74 0.178 0.175 -0.454
O 7.568 4.647 22.573 0.502 -0.192 0.093
O 6.316 5.549 26.078 0.196 0.469 -0.12
O 5.314 1.607 28.051 0.066 -0.59 -0.203
O 2.763 5.34 22.185 0.009 -0.156 0.541
O -0.673 7.852 28.061 0.287 0.552 -0.111
O 10.824 10.332 32.531 0.361 -0.289 -0.08
O 4.863 4.119 27.609 -0.038 0.116 0.425
O 8.725 11.425 33.509 -0.016 -0.033 -0.266
O 10.293 6.481 28.482 -0.091 0.042 -0.356
O 8.461 4.884 24.965 0.418 -0.394 -0.065
O 13.543 5.373 22.193 0.128 0.119 0.613
O 13.456 16.103 25.8 0.127 -0.253 -0.469
O 8.11 10.863 22.113 0.159 -0.168 0.603
O 1.042 2.452 27.798 0.343 -0.329 -0.309
O 9.551 4.858 32.406 -0.012 0.336 -0.173
O 6.229 9.203 22.995 -0.303 0.314 0.41
O 3.027 1.973 29.365 -0.276 -0.446 0.028
O -1.298 15.93 32.769 -0.204 -0.035 -0.128
O 3.502 10.184 24.892 -0.262 -0.063 -0.458
O 1.468 6.112 27.09 -0.58 -0.216 -0.124
O 4.794 15.158 32.437 0.267 -0.036 -0.078
O 4.529 7.148 22.97 -0.224 -0.046 0.275
O 12.156 10.745 26.856 -0.376 -0.248 0.378
O 0.693 12.379 26.416 0.103 -0.628 -0.149
O 7.507 3.612 31.256 0.187 -0.314 -0.263
O 6.232 14.643 22.945 -0.146 -0.413 0.039
O 9.305 11.676 28.005 0.27 0.045 -0.347
O 9.461 6.43 23.116 0.285 -0.024 0.348
O 13.758 9.333 31.173 0.277 0.074 0.545
O 13.862 8.773 26.501 -0.291 -0.026 -0.138
O 1.615 2.401 32.647 0.128 0.198 -0.424
O 7.099 12.87 27.337 -0.207 0.194 0.227
O 0.933 3.508 23.022 0.066 -0.006 0.151
O 8.441 4.89 27.578 -0.056 0.22 0.463
O -1.498 14.277 30.462 0.217 0.258 0.375
O 5.502 13.782 30.362 -0.226 -0.052 -0.678
O 10.234 11.64 25.28 -0.31 -0.502 0.24
O 12.337 13.662 22.681 -0.31 -0.129 -0.015
O 7.797 12.459 24.762 -0.283 -0.276 -0.245
O 9.626 4.313 29.856 0.312 -0.407 0.113
O 14.64 11.402 26.45 0.249 0.14 -0.369
O 3.328 5.978 33.353 0.044 0.01 -0.583
O 3.301 0.639 33.504 0.22 0.232 -0.312
O 11.518 13.359 26.869 0.393 0.118 0.562
O 9.695 12.755 22.947 0.246 0.14 -0.064
O 2.447 4.535 28.889 0.346 -0.017 0.188
O 5.903 14.161 25.483 -0.214 0.16 0.424
O 2.611 10.685 22.194 -0.168 -0.082 0.52
O 5.227 8.229 25.226 0.201 0.097 0.328
O 10.621 15.219 32.526 -0.091 0.043 -0.271
O 6.98 3.05 26.448 0.499 -0.487 -0.053
O 3.248 12.56 25.843 0.065 0.089 0.086
O 1.367 7.597 32.575 -0.321 -0.137 -0.478
O 7.856 6.072 30.668 -0.688 -0.171 -0.18
O 4.984 6.775 27.878 0.221 -0.08 0.001
O -1.139 1.852 23.096 0.245 -0.13 0.398
O 2.842 7.291 29.067 -0.201 0.31 0.58
O 5.632 2.881 22.079 0.081 -0.079 0.33
O 4.555 2.487 25.606 -0.137 0.349 -0.211
O 0.165 8.586 30.427 0.078 0.535 -0.351
O -1.9 6.953 30.3 -0.085 -0.454 0.156
O 2.317 12.261 32.781 0.209 0.133 -0.149
O 7.929 13.106 29.795 0.208 0.115 0.282
O 5.246 2.547 30.547 -0.171 0.284 -0.186
O 5.585 11.544 25.628 0.245 -0.472 0.383
O 7.189 8.703 30.973 -0.103 0.043 0.169
O 8.182 7.318 32.871 0.57 -0.395 0.099
O 10.065 9.079 28.393 0.215 -0.015 -0.561
O 11.934 3.356 22.948 -0.001 0.099 0.116
O 12.889 4.347 25.908 -0.084 0.538 0.019
O 2.098 9.885 31.575 -0.016 0.004 -0.47
O 10.945 15.989 26.585 -0.28 0.249 0.322
O 2.992 14.495 30.529 -0.279 0.173 -0.113
O 2.855 0.526 25.217 -0.652 0.251 0.535
O 5.081 8.883 29.582 -0.15 0.014 0.327
O 3.66 5.608 25.79 0.014 -0.183 -0.44
O 12.077 7.926 29.722 0.051 -0.167 -0.405
O 1.816 14.659 25.914 -0.167 0.175 0.315

Results
total energy: -101653.968 eV
total energy less fixed offsets of O -438.35, Si -107.03 eV per atom: -0.768 eV
